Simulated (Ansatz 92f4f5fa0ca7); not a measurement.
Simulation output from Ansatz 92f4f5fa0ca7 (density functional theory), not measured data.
Periodic cell of 226 atoms, Si134O92, from a study of silicon, its oxide and their interface. The atomic structure is a simulated model.
Doubt: the cutoff is far below the 930 eV that the study's wrapper takes by default for these files, so forces and energies are approximate.

Settings
functional: PBE
potential files: Ansatz PAW
basis: plane waves
wave-function cutoff: 580 eV
density cutoff ratio: 5
exchange-correlation grid ratio: 1
k mesh: 1 x 1 x 1, Gamma-centred
self-consistency stop: 5e-08 eV per atom in the density residual
occupations: fixed
spin: none
net charge: 0

Cell vectors (angstrom)
a  10.938  0  0
b  0  10.938  0
c  0  0  32.6623

Atoms: element, x, y, z (angstrom)
Si  -0.2036  0.1321  25.1309
Si  5.2798  0.1781  25.1399
Si  3.034  2.378  25.1772
Si  8.5571  2.4312  25.2176
Si  -0.2611  5.5887  25.2327
Si  5.2519  5.5505  25.0142
Si  3.1258  7.9158  25.0806
Si  8.4657  7.8299  25.2241
Si  1.3951  1.2703  26.4914
Si  6.8632  1.3422  26.4888
Si  4.1367  4.036  26.4752
Si  9.6111  4.0267  26.6178
Si  1.4169  6.818  26.4157
Si  6.8387  6.705  26.4791
Si  4.185  9.4938  26.5061
Si  9.5874  9.503  26.4967
Si  2.7595  -0.0777  27.8599
Si  8.2041  -0.049  27.8609
Si  0.0799  2.6864  27.8985
Si  5.5164  2.7275  27.869
Si  2.7409  5.429  27.8371
Si  8.1946  5.4014  27.8939
Si  0.0626  8.1882  27.8537
Si  5.5376  8.1557  27.8721
Si  4.1018  1.3673  29.244
Si  9.5708  1.3673  29.244
Si  1.3673  4.1018  29.244
Si  6.8362  4.1018  29.244
Si  4.1018  6.8362  29.244
Si  9.5708  6.8362  29.244
Si  1.3673  9.5708  29.244
Si  6.8362  9.5708  29.244
Si  0  0  30.6113
Si  5.469  0  30.6113
Si  2.7345  2.7345  30.6113
Si  8.2035  2.7345  30.6113
Si  0  5.469  30.6113
Si  5.469  5.469  30.6113
Si  2.7345  8.2035  30.6113
Si  8.2035  8.2035  30.6113
Si  1.3673  1.3673  31.9785
Si  6.8362  1.3673  31.9785
Si  4.1018  4.1018  31.9785
Si  9.5708  4.1018  31.9785
Si  1.3673  6.8362  31.9785
Si  6.8362  6.8362  31.9785
Si  4.1018  9.5708  31.9785
Si  9.5708  9.5708  31.9785
Si  2.7345  0  0.6835
Si  8.2035  0  0.6835
Si  0  2.7345  0.6835
Si  5.469  2.7345  0.6835
Si  2.7345  5.469  0.6835
Si  8.2035  5.469  0.6835
Si  0  8.2035  0.6835
Si  5.469  8.2035  0.6835
Si  4.1018  1.3673  2.0507
Si  9.5708  1.3673  2.0507
Si  1.3673  4.1018  2.0507
Si  6.8362  4.1018  2.0507
Si  4.1018  6.8362  2.0507
Si  9.5708  6.8362  2.0507
Si  1.3673  9.5708  2.0507
Si  6.8362  9.5708  2.0507
Si  0  0  3.418
Si  5.469  0  3.418
Si  2.7345  2.7345  3.418
Si  8.2035  2.7345  3.418
Si  0  5.469  3.418
Si  5.469  5.469  3.418
Si  2.7345  8.2035  3.418
Si  8.2035  8.2035  3.418
Si  1.3798  1.4425  4.8619
Si  6.8166  1.414  4.7865
Si  4.0848  4.0562  4.7643
Si  9.5572  4.101  4.7711
Si  1.3301  6.9237  4.7875
Si  6.7517  6.9499  4.7222
Si  4.0296  9.6378  4.8493
Si  9.5395  9.5827  4.7818
Si  2.7488  0.146  6.3546
Si  8.1682  0.0195  6.0924
Si  -0.0024  2.8421  6.2563
Si  5.4828  2.7729  6.2108
Si  2.7085  5.4812  5.9927
Si  8.1093  5.5434  5.9316
Si  -0.0366  8.3294  6.246
Si  5.439  8.2928  6.1847
Si  4.4899  1.2136  7.7301
Si  9.6005  1.2806  7.4481
Si  1.1012  4.6202  7.5002
Si  6.5882  4.5412  7.4003
Si  4.2377  6.6214  7.323
Si  9.5737  6.6459  7.3458
Si  0.9863  10.0972  7.6313
Si  6.6651  9.8365  7.553
O  9.5888  1.2474  24.6021
O  4.1116  6.6784  24.4999
O  4.148  1.2762  24.556
O  9.5866  6.7196  24.6394
O  -0.282  5.4807  7.7943
O  5.5521  -0.0062  8.126
O  -0.1392  0.3101  8.0454
O  5.4216  5.6114  7.9644
O  7.467  4.1066  8.7261
O  8.6925  6.9805  8.7119
O  1.4629  9.631  9.1574
O  8.6851  1.7489  8.737
O  7.3458  9.2446  8.9412
O  4.1969  1.9683  9.1983
O  3.2345  7.1508  8.5448
O  1.8548  4.8638  8.9971
O  8.0029  3.2547  23.9115
O  0.2356  4.6835  23.9491
O  2.3656  3.0562  23.8314
O  5.8306  4.7625  23.6499
O  5.9957  10.4713  23.7921
O  2.6709  8.867  23.7951
O  0.4725  10.3954  23.7734
O  7.7242  8.4392  23.8889
Si  -2.7067  6.2948  20.9791
Si  8.6853  5.7789  18.1685
Si  -0.345  1.9059  14.4819
Si  -5.4013  7.8839  20.7289
Si  3.3675  7.2376  16.3495
Si  15.3934  5.4868  11.4935
Si  1.4462  9.425  22.8829
Si  8.2124  -2.0872  17.6854
Si  -2.9856  2.8662  9.6641
Si  0.5006  8.8042  10.1872
Si  6.7001  9.2686  22.952
Si  2.7032  9.9206  17.3451
Si  11.3223  5.7067  13.5071
Si  -0.0805  7.775  20.9572
Si  7.4973  2.3338  20.382
Si  8.4438  8.2765  9.6671
Si  0.7806  -2.1132  13.2444
Si  16.3513  9.2376  16.4192
Si  10.7314  2.345  20.7161
Si  3.0511  5.0136  14.2227
Si  6.2701  4.0957  18.1634
Si  1.1368  -0.5234  20.1068
Si  5.2063  3.5476  15.3608
Si  4.907  12.2837  13.2914
Si  7.4363  5.041  14.0831
Si  2.2507  6.3526  9.6016
Si  9.3461  10.0809  14.9547
Si  1.1598  3.7414  22.9997
Si  3.9766  -5.1292  19.102
Si  6.5498  -0.9835  13.7136
Si  2.2215  11.0796  14.5537
Si  10.0214  4.5968  15.8319
Si  5.0092  2.577  10.4905
Si  9.2477  3.7225  12.2972
Si  -4.1041  7.3619  12.2324
Si  7.1224  10.1956  20.1836
Si  7.1228  4.1197  22.8609
Si  12.2106  4.9741  20.3414
O  7.5443  6.5501  13.474
O  0.5254  6.4284  20.2489
O  9.8908  4.9762  17.4065
O  13.075  10.9208  16.1833
O  5.7501  -4.4713  11.4251
O  5.5723  3.2936  16.9234
O  5.9504  -0.7621  15.2157
O  7.2159  5.3187  17.6216
O  9.1098  2.2478  20.6269
O  -1.652  7.4977  21.2554
O  7.7174  4.0172  12.8318
O  4.4041  2.0138  11.8981
O  -2.7821  -1.0292  13.8642
O  4.7796  4.1863  10.5811
O  11.2036  2.5716  22.2709
O  10.5376  9.2113  14.2893
O  5.5317  8.2717  22.3243
O  -0.0979  5.7787  15.0684
O  12.5863  4.6671  13.4679
O  -0.2424  3.1279  15.5798
O  1.9513  10.2377  21.5342
O  -4.1008  6.9408  20.4512
O  -6.5912  10.0372  17.3708
O  0.116  9.1146  20.0126
O  2.1015  -0.578  18.7927
O  6.0641  8.6209  12.9213
O  5.1504  4.6887  19.1932
O  9.8793  9.0339  9.7728
O  4.242  7.0544  20.1641
O  1.0936  1.2363  14.1182
O  7.6057  9.8532  21.7127
O  5.6286  2.3239  14.3828
O  8.0154  5.3628  22.2849
O  6.0292  4.8619  14.8542
O  4.1666  5.187  13.0586
O  6.6567  -2.29  17.2671
O  11.7846  7.2037  13.0982
O  9.9361  2.4796  13.0998
O  3.9218  6.3304  17.5722
O  6.748  3.1222  21.6111
O  2.0874  9.5908  13.8593
O  -0.7608  5.0718  12.518
O  0.6412  8.0904  22.3838
O  9.0859  3.3596  10.7298
O  6.611  2.2408  10.361
O  5.7454  9.314  19.9362
O  0.9299  7.2304  9.9907
O  3.5967  3.8232  15.2012
O  -2.3998  4.6428  15.1955
O  11.3081  3.6653  19.8992
O  6.0368  0.2696  12.8293
O  11.3252  0.9353  20.1135
O  3.1062  6.1974  10.9669
O  2.5657  5.076  19.3842
O  -2.064  7.3924  17.9902
O  2.7663  6.3263  15.1541
O  4.6485  -2.9407  15.6989
O  0.64  9.358  11.711
O  1.8038  4.7163  21.8618
O  9.6702  0.728  15.1198
O  -2.1404  5.3842  19.748
O  6.85  11.7906  20.1798
O  7.2189  3.0614  18.9626
O  9.0235  9.5332  16.4538
O  3.6426  0.6935  14.0474
O  7.9479  7.8454  11.1551
O  8.2258  9.7984  19.0308
O  2.3197  8.3586  16.9492

Results
free energy: -137511.141 eV
free energy less fixed offsets of O -568.88, Si -635.61 eV per atom: -2.441 eV

Forces (eV/angstrom), in the order of the atoms: element, x, y, z
Si  -0.1768  0.109  -0.263
Si  -0.0613  0.1371  -0.1831
Si  0.0706  -0.0931  -0.2959
Si  0.0431  -0.165  -0.201
Si  -0.0433  0.1969  -0.2284
Si  -0.0973  0.0385  -0.0821
Si  -0.1177  -0.0949  -0.0514
Si  0.1865  -0.1297  -0.2973
Si  -0.0102  0.0746  -0.1922
Si  0.0124  -0.0492  -0.2243
Si  -0.101  0.0095  -0.1536
Si  -0.0521  -0.0183  -0.1816
Si  0.0304  -0.0145  -0.2241
Si  -0.176  -0.0414  -0.2512
Si  0.0035  0.0196  -0.1957
Si  -0.0474  -0.0065  -0.1517
Si  0.0513  -0.0502  0.0977
Si  0.0722  0.0311  0.0214
Si  0.084  -0.0611  0.087
Si  0.0265  -0.0225  0.0494
Si  0.0399  0.0386  -0.0197
Si  0.073  0.0222  0.1238
Si  -0.0166  -0.0969  -0.005
Si  0.0808  -0.0345  0.0582
Si  0.0604  -0.1145  -0.3272
Si  0.0332  -0.2259  -0.1853
Si  0.253  -0.0027  0.1221
Si  -0.0862  -0.1784  0.4131
Si  -0.0031  -0.1724  -0.2974
Si  0.0863  -0.0646  -0.3306
Si  0.1098  -0.1431  0.149
Si  0.1389  -0.1881  0.1281
Si  -0.071  0.0087  -0.016
Si  -0.0436  -0.0163  -0.023
Si  -0.0288  0.0834  -0.0095
Si  -0.0596  0.0452  -0.0221
Si  -0.0494  -0.0043  -0.0334
Si  -0.0466  -0.0272  -0.0101
Si  -0.0477  0.0283  -0.0269
Si  -0.0053  0.0941  -0.0091
Si  0.0405  -0.0132  -0.0265
Si  0.0877  -0.0052  -0.0214
Si  0.0663  -0.0095  -0.008
Si  0.0127  -0.0328  -0.0191
Si  0.0362  -0.0279  -0.0237
Si  0.0219  -0.0407  -0.0289
Si  -0.0134  -0.0385  -0.016
Si  0.0345  -0.0616  -0.0081
Si  -0.0165  0.0223  -0.0051
Si  -0.0524  0.01  0.0082
Si  -0.0337  0.0296  0.0307
Si  -0.0461  0.0267  0.0406
Si  -0.0789  0.0258  0.0045
Si  -0.0151  0.0229  0.0046
Si  -0.0463  0.0419  0.0349
Si  0.0064  0.0452  0.0317
Si  -0.0469  -0.0883  -0.0134
Si  -0.0018  0.0183  0.017
Si  0.0908  0.034  0.0468
Si  0.1115  0.0472  0.017
Si  -0.0056  -0.1106  0.0116
Si  -0.0182  -0.0737  -0.001
Si  0.1167  0.016  0.0083
Si  0.126  -0.0202  0.0144
Si  0.1664  0.2401  0.4431
Si  -0.2844  0.1583  0.3003
Si  -0.0999  -0.2025  -0.239
Si  0.0757  -0.0909  -0.1677
Si  -0.0998  0.254  0.1094
Si  -0.277  0.0034  -0.0501
Si  -0.0693  0.4366  0.074
Si  0.001  0.2515  -0.4149
Si  -0.1527  -0.0909  0.0744
Si  -0.0476  0.0304  -0.1277
Si  0.0877  -0.0321  -0.0512
Si  0.0402  0.0938  -0.048
Si  -0.1728  0.1417  -0.0666
Si  -0.0561  0.041  -0.0622
Si  -0.0119  0.0731  0.0291
Si  0.0471  -0.1094  -0.1269
Si  -0.0158  -0.0621  0.1277
Si  -0.0028  0.0107  0.1903
Si  -0.0469  -0.0576  0.2204
Si  0.0457  0.0647  0.2898
Si  -0.045  0.0065  0.0314
Si  0.0535  -0.0199  0.1791
Si  0.0395  0.0066  0.2881
Si  0.0367  0.033  0.2118
Si  0.0474  0.0841  0.0848
Si  0.1619  0.0772  0.1
Si  -0.0407  0.1068  0.3616
Si  -0.0871  0.0504  0.1835
Si  0.0827  -0.0328  0.3808
Si  0.112  -0.0215  0.2016
Si  0.0983  -0.1634  0.0825
Si  -0.144  -0.0519  0.1816
O  0.0751  0.127  0.6011
O  0.0999  0.1714  0.4778
O  -0.0296  -0.0016  0.659
O  -0.0458  0.0381  0.6185
O  0.0604  0.1366  -0.3776
O  -0.0761  0.1037  -0.4158
O  0.0722  -0.2017  -0.4556
O  -0.0198  -0.1059  -0.5594
O  -0.021  -0.0039  -0.024
O  0.064  -0.038  -0.2382
O  0.0338  0.0737  -0.267
O  0.072  -0.0536  -0.1637
O  0.0281  0.0038  -0.0988
O  -0.0818  -0.1641  -0.3546
O  0.0961  0.0452  -0.1212
O  -0.1082  -0.1149  -0.2256
O  -0.0243  0.0111  0.0058
O  0.0138  0.0124  0.0802
O  0.0431  -0.0269  0.1594
O  -0.0851  0.1428  0.228
O  -0.0759  0.0276  0.1599
O  0.1197  -0.0839  0.1294
O  -0.0008  0.0594  0.1672
O  -0.025  -0.0158  0.0987
Si  0.0734  0.0893  -0.2232
Si  0.0907  0.0424  -0.0136
Si  -0.0449  0.124  0.0144
Si  0.0063  0.002  -0.2418
Si  -0.0228  -0.0361  -0.0008
Si  0.1315  0.0077  0.0899
Si  -0.0796  -0.0206  -0.0506
Si  -0.0058  0.0381  0.0632
Si  -0.0534  0.0258  -0.1537
Si  0.025  -0.0885  0.1126
Si  0.053  0.0455  -0.0528
Si  -0.0189  0.005  0.1002
Si  -0.052  -0.0636  0.05
Si  0.0299  -0.0372  -0.2415
Si  0.1941  -0.1848  -0.1112
Si  -0.0705  -0.0061  -0.0843
Si  0.019  -0.0406  0.0794
Si  0.0753  -0.0193  -0.0401
Si  0.0664  -0.004  -0.2607
Si  -0.0208  -0.0206  -0.0632
Si  0.0109  0.0179  -0.0033
Si  -0.1987  0.0298  -0.0565
Si  0.025  0.0056  0.0207
Si  0.0917  -0.0847  -0.0557
Si  0.1423  0.0184  -0.0076
Si  0.2112  -0.1541  0.0165
Si  -0.1013  -0.0488  0.03
Si  0.0077  0.0473  -0.0363
Si  -0.1504  0.0443  0.1013
Si  -0.0328  -0.0378  -0.0556
Si  0.0169  -0.1046  -0.0001
Si  -0.019  0.0938  0.0397
Si  -0.0272  0.1287  0.2119
Si  0.0545  0.1007  0.2474
Si  -0.214  -0.0456  0.2627
Si  -0.0416  0.0773  -0.1334
Si  0.0291  -0.0786  0.018
Si  -0.0774  -0.0022  -0.0953
O  0.003  0.0465  -0.0485
O  0.0012  0.0275  0.0956
O  -0.0017  -0.0341  -0.0317
O  -0.0054  0.0117  -0.0159
O  -0.0132  -0.056  -0.0766
O  -0.0218  -0.0293  -0.0118
O  -0.0146  0.0366  -0.0006
O  -0.0592  0.0115  -0.0161
O  -0.0503  0.0419  0.079
O  -0.0471  -0.066  0.1214
O  0.0429  -0.0534  -0.051
O  0.0071  0.0269  -0.0785
O  0.0362  0.0041  0.0076
O  0.0007  -0.032  -0.0764
O  0.0054  0.0447  0.1619
O  0.0447  -0.0001  -0.0465
O  0.0202  0.0368  0.1535
O  -0.0059  -0.0446  -0.0142
O  0.0637  -0.0039  0.0193
O  0.0288  -0.0977  0.0278
O  0.0312  -0.0632  0.2265
O  0.0018  -0.0526  0.0753
O  -0.0008  0.0121  -0.0069
O  0.0277  0.0067  0.0728
O  0.1227  -0.0526  -0.0764
O  0.0344  0.0117  0.0062
O  0.0507  -0.0322  -0.0211
O  -0.0567  0.042  0.0661
O  0.0703  0.0269  0.024
O  0.0122  -0.002  -0.0197
O  -0.0452  -0.0611  0.2105
O  -0.0292  -0.0163  0.001
O  0.0399  -0.0294  0.107
O  -0.0449  0.0004  -0.0144
O  0.0161  -0.0313  -0.0139
O  -0.0733  -0.0188  -0.0232
O  0.0001  0.1028  -0.023
O  -0.0311  -0.0345  -0.0303
O  0.0345  0.0001  -0.0569
O  -0.0644  0.1168  0.1661
O  -0.0435  0.0144  -0.0034
O  -0.0309  -0.007  -0.0618
O  -0.0083  0.0079  0.1023
O  -0.075  -0.0167  -0.139
O  0.069  -0.0445  0.0203
O  0.0145  0.0054  0.0298
O  -0.0504  0.0254  -0.0109
O  0.0144  0.0202  0.0157
O  -0.0816  -0.0075  -0.0052
O  -0.0333  0.0112  0.0454
O  -0.0017  0.0406  0.0634
O  0.0153  -0.0296  0.0862
O  -0.2052  0.0642  -0.1486
O  0.0731  -0.0344  -0.0488
O  -0.0223  -0.013  -0.0734
O  -0.0161  0.0333  0.0397
O  -0.0199  -0.0073  0.0029
O  -0.0158  -0.0017  -0.122
O  -0.0202  -0.0453  0.1703
O  -0.0006  0.0362  0.038
O  -0.0267  -0.0024  0.1217
O  -0.0554  0.0404  0.0161
O  -0.043  0.0291  -0.0141
O  0.0369  0.0422  -0.0426
O  0.0041  -0.0017  0.0418
O  0.1951  0.1  -0.1952
O  -0.0512  -0.0428  0.0132
O  0.0082  0.0119  -0.0068

The program warned: the cutoff lies below the one the program advises for these potential files; the forces do not sum to zero within the program's tolerance; the exchange-correlation potential is rough where the density is thin.
